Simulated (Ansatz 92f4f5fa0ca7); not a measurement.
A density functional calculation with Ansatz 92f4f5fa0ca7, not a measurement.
Periodic cell of 151 atoms, Si88O61N2, from a study of silicon, its oxide and their interface. The atomic structure is a simulated model.

Settings: functional r2SCAN; potential files Ansatz norm-conserving; basis plane waves; wave-function cutoff 1300 eV; density cutoff ratio 4; exchange-correlation grid ratio 1; k mesh 2 x 2 x 1, shifted by 0.5 0.5 0.5 of a step; self-consistency stop 5e-08 eV per atom in the density residual; occupations Fermi-Dirac, 0.05 eV; spin none; net charge 0.

Cell vectors (angstrom)
a  10.88  0  0
b  0  10.88  0
c  0  0  21.5531

Atoms: element, x, y, z (angstrom)
Si  -0.481  -0.0133  0.0349
Si  3.1022  2.5926  0.3299
Si  0.1543  5.4689  -0.5306
Si  3.262  7.855  0.0058
Si  5.3508  0.3972  0.2386
Si  8.5727  2.4775  -0.0746
Si  5.3186  5.5864  0.2365
Si  8.4725  7.175  -0.6955
Si  1.2792  1.2664  1.2289
Si  4.08  4.2159  1.6434
Si  1.4919  6.7585  1.1331
Si  4.2787  9.442  1.3651
Si  7.0224  1.4745  1.4319
Si  9.7839  4.0701  1.1548
Si  7.0115  6.7948  1.3414
Si  9.2929  9.3689  1.4315
Si  0.1023  2.7341  2.6712
Si  2.7255  -0.0441  2.6116
Si  0.0575  8.1337  2.5724
Si  2.6612  5.5583  2.8158
Si  5.5441  2.7811  2.7746
Si  8.2022  0.0265  2.8232
Si  5.6493  8.1955  2.7307
Si  8.3283  5.3692  2.6401
Si  1.3565  4.1137  4.1219
Si  4.0738  1.3855  4.0564
Si  1.3441  9.5382  4.0303
Si  4.1479  6.896  4.0464
Si  6.8984  4.1404  4.1341
Si  9.5765  1.4597  4.0769
Si  6.7817  9.634  4.1552
Si  9.6334  6.767  4.0162
Si  0.011  0.0854  5.4317
Si  2.7248  2.7628  5.4698
Si  0.0272  5.4573  5.5176
Si  2.7618  8.2438  5.3875
Si  5.3873  0.0855  5.5141
Si  8.2252  2.7694  5.5092
Si  5.4324  5.4966  5.4304
Si  8.1925  8.1752  5.2632
Si  1.3479  1.4547  6.8787
Si  4.0217  4.1868  6.8565
Si  1.4412  6.8961  6.7792
Si  3.9835  9.619  6.8601
Si  6.8044  1.4361  6.8628
Si  9.5044  4.1473  6.9338
Si  6.8024  6.9372  6.6654
Si  9.4181  9.5777  6.6469
Si  0.0086  2.8085  8.3512
Si  2.6401  0.0807  8.3143
Si  -0.0287  8.3038  7.8768
Si  2.7228  5.637  8.3238
Si  5.4128  2.8528  8.1887
Si  8.0928  -0.0866  8.1877
Si  5.4445  8.2398  8.0345
Si  8.0631  5.6634  8.097
Si  1.0416  4.6205  9.6448
Si  4.2875  1.2991  9.5617
Si  0.9183  9.7052  9.4637
Si  4.4035  6.8732  9.6209
Si  6.4999  4.5842  9.4356
Si  9.6403  1.0936  9.4488
Si  6.3602  9.6648  9.6473
Si  9.6728  6.8994  9.2815
Si  -0.1083  -2.8055  11.632
Si  -3.3007  2.5234  11.443
Si  -1.3208  2.685  13.4792
Si  -1.4753  13.2998  16.4168
Si  4.7721  2.3043  12.2654
Si  4.848  0.0932  13.9999
Si  5.0089  4.1988  14.5721
Si  5.064  8.5612  12.0334
Si  0.5817  -5.8112  12.5248
Si  1.8547  4.2251  15.1639
Si  4.8716  9.5755  16.5042
Si  11.9673  1.1931  15.4893
Si  9.6841  -0.5584  16.3154
Si  16.3463  3.8242  17.3552
Si  1.8989  1.3136  18.1841
Si  2.7794  8.444  18.597
Si  7.0121  0.5278  16.0769
Si  -0.1737  -0.3818  13.7163
Si  4.3861  1.7625  19.4311
Si  4.8777  -3.7558  14.9074
Si  0.1826  9.9461  18.8464
Si  7.2076  4.5636  19.6349
Si  11.5411  4.1296  18.0017
Si  13.9144  5.8932  17.0008
O  -0.1006  -1.139  20.4176
O  -1.4423  1.1731  -0.6506
O  4.1198  1.3667  0.7657
O  3.5933  2.8739  20.3302
O  2.7618  6.8626  18.2589
O  -4.0826  4.4105  18.0657
O  1.3428  9.0436  18.1902
O  5.4823  0.8155  20.1819
O  11.2886  4.9704  19.3942
O  5.6109  -2.6504  15.88
O  8.035  3.2398  20.1127
O  4.3091  6.6693  -0.5085
O  5.8897  4.6154  20.5909
O  7.9747  5.9759  19.8067
O  10.0769  6.8202  -0.5908
O  1.5151  4.6152  11.2543
O  -0.4561  14.6732  12.6467
O  3.8076  2.1684  10.9475
O  5.4687  5.694  10.1437
O  1.2989  11.0942  14.1926
O  1.1519  8.5769  10.6861
O  7.3588  3.9281  10.669
O  4.0442  7.8484  10.9453
O  5.2014  -0.0535  9.8839
O  5.1499  3.7184  13.0196
N  10.3894  1.018  16.2086
O  10.7663  0.0075  10.0537
O  6.4311  8.8051  11.115
O  9.4219  3.2186  15.0105
O  -0.5549  9.5636  15.0317
O  9.4576  7.8254  10.6666
O  -0.3249  -1.4837  12.5609
O  -2.166  1.6441  10.6982
O  -2.8231  2.8267  12.9426
O  1.214  2.7448  15.046
O  -0.9419  1.0613  13.3631
O  -5.251  5.6908  14.7685
O  -0.2721  5.6178  9.7401
O  3.4342  4.0885  14.9125
O  3.4328  -4.0861  15.6598
O  0.5928  11.5132  18.8135
O  10.1024  3.4776  17.4724
O  7.8549  1.8355  16.6763
O  4.1075  1.4383  13.4864
O  8.1184  -0.6341  15.968
O  4.8352  -0.8393  12.6778
O  6.173  -9.1357  11.6363
O  2.183  11.759  16.6325
O  5.736  3.3796  15.7931
O  5.8847  -0.1391  17.06
O  15.8819  2.4942  18.136
O  4.9006  7.6232  13.3655
O  6.3096  0.6052  14.5931
O  10.9869  6.6356  12.3705
N  12.4606  4.9575  16.7166
O  3.1997  0.7606  18.9531
O  1.313  -5.7367  13.9658
O  2.9495  8.6809  20.1756
O  3.9398  -1.7309  17.7276
O  4.0785  -0.6664  15.2176
O  9.8259  -1.1902  17.8108
O  1.6718  13.7777  18.321
O  4.3071  4.9655  17.415

Results
free energy: -39251.777 eV
free energy less fixed offsets of N -289.75, O -463.61, Si -117.95 eV per atom: -12.467 eV
pressure: -1.58 GPa
stress xx, yy, zz, yz, xz, xy (GPa, positive in tension): -0.19, 2.48, 2.45, 1.19, -1.65, 0.36

Forces (eV/angstrom), in the order of the atoms: element, x, y, z
Si  -0.1919  0.0553  -0.119
Si  0.3434  -0.5353  -0.2
Si  -0.1861  -0.0058  -0.2476
Si  0.3185  0.0168  -0.4588
Si  -0.1809  0.393  0.0486
Si  -0.0694  -0.2318  -0.3883
Si  -0.3625  -0.1135  -0.6258
Si  -0.3101  -0.3391  0.4061
Si  -0.156  -0.0203  -0.2916
Si  0.2119  0.0938  -0.0037
Si  0.1641  -0.0631  -0.2075
Si  -0.1323  0.2854  -0.2769
Si  -0.0386  0.0609  -0.205
Si  -0.0416  -0.0502  -0.3613
Si  -0.0018  -0.1479  -0.3235
Si  0.0606  0.3405  -0.1509
Si  -0.0086  -0.026  -0.1664
Si  0.1897  -0.0008  0.1918
Si  -0.0479  -0.0993  -0.0812
Si  0.0144  0.1169  -0.0865
Si  0.1354  -0.0407  0.3432
Si  0.0706  0.0237  -0.0857
Si  -0.0039  -0.0905  -0.176
Si  0.128  -0.1129  -0.1774
Si  -0.0093  -0.0743  0.1001
Si  0.0142  0.0119  -0.1024
Si  0.124  0.0417  -0.0958
Si  -0.0147  0.0105  0.1005
Si  -0.1891  -0.1771  -0.0821
Si  -0.019  0.0374  0.1211
Si  0.0502  0.0192  -0.0346
Si  0.0773  0.0682  -0.1295
Si  0.0412  0.0622  -0.0283
Si  0.074  0.05  -0.0646
Si  -0.0952  -0.0319  0.0808
Si  0.029  0.1103  0.0445
Si  -0.0734  -0.034  0.0823
Si  0.03  0.0081  0.0176
Si  0.0486  -0.0055  -0.0171
Si  0.0147  0.0831  0.0491
Si  -0.104  -0.0584  0.1691
Si  -0.1004  0.0217  0.0379
Si  0.1434  -0.1441  -0.2148
Si  -0.0734  0.1281  -0.0271
Si  -0.0156  0.0169  0.0852
Si  0.0502  0.0871  0.0422
Si  -0.0374  0.0475  -0.1239
Si  -0.1383  0.0509  -0.1082
Si  -0.0253  -0.0065  0.121
Si  -0.0187  -0.0155  0.3535
Si  0.0511  -0.0124  0.0871
Si  0.2547  0.1115  0.2394
Si  0.2469  0.0367  0.126
Si  -0.3212  -0.0694  0.3236
Si  -0.0791  -0.0255  0.2888
Si  0.0934  -0.0481  0.2011
Si  -0.1332  0.0827  0.5292
Si  -0.3022  -0.1479  0.4307
Si  0.075  0.207  0.434
Si  -0.1131  -0.2251  0.308
Si  0.0308  0.0413  0.6443
Si  0.2932  -0.1096  0.6272
Si  -0.0142  0.0633  0.2143
Si  -0.053  -0.1099  0.6034
Si  -0.1267  0.1583  0.0427
Si  0.1017  0.2319  0.2463
Si  0.0458  0.0821  0.439
Si  -0.162  0.0737  -0.0087
Si  -0.1066  0.0601  0.4156
Si  -0.0801  0.0343  0.3823
Si  0.0651  0.0321  0.2398
Si  -0.0221  -0.0665  0.289
Si  -0.0315  -0.1868  0.5065
Si  -0.2457  -0.166  -0.0932
Si  0.1347  -0.0231  -0.0079
Si  0.4165  0.0752  -0.2408
Si  -0.2677  -0.3927  -0.0545
Si  -0.1835  0.1025  -0.4534
Si  0.1466  -0.1207  -0.3703
Si  0.2156  -0.2479  -0.4852
Si  0.2016  -0.0497  0.1342
Si  0.2654  0.0976  0.2775
Si  -0.0453  -0.2919  -0.6584
Si  0.125  -0.1564  0.2928
Si  -0.1908  0.2785  -0.5529
Si  -0.2908  -0.27  -0.2391
Si  0.0198  -0.205  -0.5015
Si  0.0202  0.1373  0.0063
O  -0.0258  0.1917  -0.0351
O  0.1712  0.0236  0.668
O  -0.0282  -0.0709  -0.3923
O  -0.0211  -0.1326  0.4743
O  0.0199  0.2061  0.0665
O  0.0785  -0.0302  0.5205
O  0.0313  0.0545  0.3071
O  -0.2965  0.0486  0.4442
O  -0.0327  0.2294  1.2259
O  -0.371  0.0767  -0.0863
O  -0.0172  0.2289  0.1619
O  -0.0033  0.1618  0.6721
O  0.1741  0.2066  0.0665
O  0.3354  0.3319  0.2621
O  -0.4696  0.0015  -0.2154
O  -0.2048  0.0693  -0.6151
O  0.0307  0.1155  -0.0406
O  0.2701  -0.4111  -0.4636
O  -0.1242  -0.1196  -0.6876
O  -0.5349  -0.0043  0.0829
O  -0.2049  0.2847  -0.2059
O  -0.1807  -0.2055  -0.1449
O  0.2519  -0.3008  -0.4094
O  0.2359  0.2691  -0.086
O  -0.1533  -0.3158  -0.1908
N  -0.0773  0.0077  0.029
O  -0.0955  -0.0267  -0.5926
O  -0.1185  0.4582  -0.5405
O  0.0081  -0.3256  -0.1888
O  -0.004  0.4545  -0.0702
O  0.238  -0.3358  -0.4562
O  0.0259  -0.2674  -0.1462
O  0.0375  -0.0207  -0.1923
O  -0.0408  -0.0857  -0.4285
O  0.0017  -0.093  0.0433
O  0.0379  0.0484  0.0182
O  -0.3143  -0.0388  0.0094
O  0.2894  0.0636  -0.2131
O  0.1523  0.101  0.012
O  0.2418  -0.0727  0.0745
O  0.0934  -0.1594  -0.1345
O  0.2366  0.1118  0.1768
O  0.245  -0.1626  -0.2088
O  0.352  0.074  -0.4311
O  0.1431  0.3618  0.0357
O  0.0011  -0.2061  -0.1313
O  0.0974  0.0596  0.0109
O  -0.3381  0.2266  0.3016
O  -0.2397  0.1775  0.0903
O  -0.092  -0.0991  -0.3111
O  0.0398  -0.0522  0.4087
O  0.0932  0.2983  -0.3968
O  -0.283  -0.1411  0.039
O  0.1108  0.1286  -0.2216
N  0.1122  -0.0071  0.2164
O  0.0624  0.305  0.1714
O  -0.0817  -0.1245  -0.4353
O  -0.0747  -0.2123  0.2568
O  -0.208  -0.1062  0.133
O  0.3387  0.0394  -0.0269
O  0.3429  0.1808  0.163
O  -0.1059  -0.1416  0.1687
O  0.1252  -0.1309  -0.009
